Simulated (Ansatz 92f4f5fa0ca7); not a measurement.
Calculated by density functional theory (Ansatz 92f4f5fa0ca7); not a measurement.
Periodic cell of 122 atoms, Si78O44, from a study of silicon, its oxide and their interface. The atomic structure is a simulated model.

Settings: functional r2SCAN; potential files Ansatz norm-conserving; basis plane waves; wave-function cutoff 1300 eV; density cutoff ratio 4; exchange-correlation grid ratio 1; k mesh 2 x 2 x 1, shifted by 0.5 0.5 0.5 of a step; self-consistency stop 5e-08 eV per atom in the density residual; occupations Fermi-Dirac, 0.05 eV; spin none; net charge 0.

Cell vectors (angstrom)
a	10.9176	-0.0709	0.0493
b	-0.0709	10.9694	0.0243
c	0.0818	0.0403	18.1219

Atoms: element, x, y, z (angstrom)
Si	0.4452	-0.3995	0.2874
Si	1.4383	3.9677	-0.1876
Si	-0.1933	5.8386	0.5982
Si	1.9021	8.4429	-0.0608
Si	4.538	-0.9694	-0.8416
Si	7.772	2.485	0.3283
Si	6.1663	5.3013	-0.2804
Si	8.5057	8.2196	0.0381
Si	1.5368	1.3612	1.1465
Si	3.7735	4.9969	1.6708
Si	1.1127	6.9106	1.8211
Si	4.7976	10.4493	1.7028
Si	6.233	1.3013	1.5126
Si	9.1853	4.1006	1.6779
Si	6.9097	7.0707	1.4781
Si	9.5163	9.9139	1.8655
Si	0.1077	2.555	2.5757
Si	2.7717	0.3494	2.7276
Si	-0.0939	8.4133	3.0527
Si	2.7791	6.0334	3.3767
Si	5.3357	2.8901	2.9684
Si	7.8949	0.1975	3.3731
Si	5.763	8.6316	2.6979
Si	7.8205	5.6963	3.0576
Si	1.4253	4.1971	4.0854
Si	4.2976	1.3487	4.5835
Si	1.2954	10.2254	3.9834
Si	4.1936	7.6151	4.007
Si	6.2658	4.5106	4.4245
Si	9.6628	1.4304	4.5452
Si	6.5395	9.7986	4.7414
Si	9.4177	7.0451	4.7893
Si	-0.2002	0.0318	5.6203
Si	2.6646	2.7675	5.6761
Si	-0.1461	5.1756	5.347
Si	2.3494	8.4717	5.3718
Si	5.4225	0.0186	6.0881
Si	7.6328	2.8468	5.5336
Si	5.1633	5.9954	5.6722
Si	7.945	8.0865	6.0325
Si	1.3166	1.2835	7.3013
Si	5.0387	3.9233	6.8418
Si	1.2045	6.6225	6.4193
Si	4.0764	9.3295	6.7578
Si	6.879	1.3415	7.6245
Si	9.8364	3.3608	6.354
Si	6.7808	6.5967	7.2788
Si	9.3565	9.456	7.2553
Si	-0.3962	2.5656	8.4089
Si	2.471	-0.5413	8.2703
Si	-0.0839	7.894	7.9854
Si	2.5947	5.0254	7.3679
Si	5.8098	2.7768	9.0832
Si	8.5065	-0.3792	8.8512
Si	5.2327	7.958	8.747
Si	8.151	4.7419	7.6909
Si	1.1585	4.2854	8.9931
Si	2.7023	0.0711	10.5966
Si	1.2576	8.9679	9.4309
Si	3.4226	6.4014	9.3344
Si	7.7825	3.6867	9.8726
Si	8.9563	1.602	10.0676
Si	6.1934	9.169	10.5556
Si	9.8546	6.1638	9.5673
Si	6.6286	-0.7283	14.8511
Si	-4.425	7.7923	13.0645
Si	2.518	4.7261	11.7288
Si	0.367	5.4855	13.6985
Si	4.714	16.8828	15.0895
Si	8.8573	-5.1433	12.0865
Si	5.2377	1.4395	10.9588
Si	-0.0414	0.0144	11.5209
Si	1.9498	9.9551	13.2264
Si	13.1967	-5.3986	15.8088
Si	3.9987	11.6501	14.8901
Si	1.4062	-3.2847	15.2282
Si	4.6778	3.3894	13.445
Si	8.9712	0.1131	16.9002
O	1.8829	2.4071	-0.1176
O	0.9722	-2.8118	-1.3997
O	3.4603	-2.235	-0.9205
O	3.8224	3.2826	2.2646
O	-1.1792	6.9778	-0.4268
O	-0.0564	7.0556	-3.8905
O	5.8918	-1.3267	-1.9072
O	3.8025	0.2995	-1.6243
O	9.0238	1.5681	-0.5562
O	10.5292	-0.1697	-1.1056
O	5.1499	5.4385	1.058
O	6.405	3.3816	-0.0492
O	8.1432	9.5856	-0.6971
O	6.8534	9.019	-4.2779
O	1.649	3.6595	10.5765
O	1.7133	-5.1358	12.5794
O	5.2135	2.4209	12.3191
O	3.6552	1.3322	10.8425
O	2.6635	7.9032	9.9129
O	-0.012	9.5722	10.561
O	3.5105	5.5356	10.7863
O	7.8096	9.4338	9.9843
O	5.9468	-0.2195	10.9264
O	7.9856	4.4761	11.2433
O	9.5993	0.9771	11.4328
O	5.8018	-3.2533	11.4956
O	11.4333	5.5915	9.8657
O	9.4395	6.7199	10.9562
O	1.1531	4.5503	14.7127
O	2.8914	4.7699	18.3922
O	-5.6468	7.2014	14.0259
O	5.7419	5.9368	16.5213
O	4.1321	2.4878	14.7589
O	8.1569	11.1524	15.3179
O	2.2362	-2.4128	14.1468
O	2.8016	9.7719	11.8964
O	-1.0916	5.0253	12.8367
O	7.9943	-4.0818	12.8358
O	13.8039	-10.8301	13.947
O	5.5057	4.4811	14.3043
O	0.3601	-0.6888	12.969
O	-5.4182	0.418	14.0886
O	3.2972	3.7514	12.7266
O	1.1891	0.791	10.7597

Results
free energy: -29570.929 eV
free energy less fixed offsets of O -463.61, Si -117.95 eV per atom: 28.011 eV
pressure: -4.24 GPa
stress xx, yy, zz, yz, xz, xy (GPa, positive in tension): 3.47, 5.2, 4.04, -0.58, 0.8, -1.35

Forces (eV/angstrom), in the order of the atoms: element, x, y, z
Si	-0.7693	-1.454	-0.8733
Si	1.1949	2.9433	-1.5997
Si	-4.8217	-2.5085	-2.9364
Si	-0.8837	1.7367	-0.8725
Si	0.5371	-0.332	-0.3896
Si	1.2728	0.761	-0.1665
Si	2.0181	-2.3437	4.0414
Si	2.8009	-2.076	3.3419
Si	-0.7659	1.5327	-0.669
Si	-3.3356	-4.5804	-1.2036
Si	3.3653	2.1722	1.5881
Si	-1.4545	-0.1667	-2.0883
Si	1.6512	-0.3283	2.2889
Si	0.4819	0.0277	0.0788
Si	1.5198	-0.3926	-2.2589
Si	-0.14	-1.533	0.5483
Si	-0.958	1.7653	1.386
Si	3.6726	0.7338	-0.0503
Si	-1.1246	1.0878	0.939
Si	-1.4392	-0.9221	-1.5736
Si	-2.022	-0.985	0.7421
Si	1.2499	0.7488	-1.5096
Si	-0.2373	0.5908	0.8464
Si	1.8285	-0.396	0.8022
Si	0.5356	-1.2509	-0.7843
Si	-1.3535	1.2257	-1.1428
Si	-1.9042	-3.4552	1.9922
Si	-0.6515	-0.2383	2.0731
Si	1.3703	-0.8327	-1.325
Si	-1.855	2.0753	-2.6913
Si	2.5261	-2.5747	-1.4384
Si	1.0434	-1.7847	-3.4954
Si	2.1071	-1.1986	2.4922
Si	0.4557	-0.1755	1.0036
Si	-0.8619	1.9871	-0.7693
Si	1.4032	0.698	-0.6212
Si	-0.1662	2.2078	1.0614
Si	-0.0846	-0.763	1.1717
Si	-0.3844	0.9912	0.2722
Si	-1.1165	2.1969	-0.0289
Si	-0.6088	-0.0728	-1.2703
Si	-1.5972	-0.854	0.5261
Si	0.3439	1.1189	0.8761
Si	-1.954	-1.3338	3.2977
Si	0.442	-0.9223	-1.642
Si	-1.5009	-0.2606	1.6006
Si	-0.7643	0.6109	0.5891
Si	1.8707	-0.6029	-2.1479
Si	1.0391	0.0105	-0.6727
Si	2.067	1.3881	-0.4239
Si	-0.8147	-0.9651	0.2314
Si	1.5009	0.2697	1.0546
Si	-0.3341	0.2116	0.2615
Si	-2.2452	1.2268	2.1925
Si	-0.5828	-0.7135	-1.7409
Si	1.1571	-0.1639	1.3832
Si	-0.8571	-0.4897	4.524
Si	-1.1138	-0.3354	0.5943
Si	-0.8253	-2.5444	2.4606
Si	-0.3844	2.09	1.7056
Si	-0.2142	-0.5276	-1.0832
Si	0.3621	-0.2726	-1.3122
Si	0.4535	-0.2222	-1.3734
Si	2.6623	-0.1701	-3.9966
Si	1.861	3.0519	0.63
Si	-1.3208	-2.6151	-1.5818
Si	-2.4929	-1.3005	-1.401
Si	-0.3146	3.207	-2.8674
Si	0.7829	-2.351	-0.0253
Si	-1.2483	-2.4796	-2.3768
Si	0.949	-0.1155	0.7765
Si	1.2546	-1.8157	-1.6781
Si	-0.7672	-1.2443	2.1802
Si	0.229	-3.1851	-0.8099
Si	-0.9942	5.3686	-0.4074
Si	-1.5133	-1.699	-2.076
Si	-2.0331	-2.1783	3.2058
Si	0.7442	-0.7386	-3.6427
O	-0.4087	-0.6442	0.4473
O	0.5292	0.6961	-0.3228
O	-0.4949	-0.2994	1.1478
O	1.738	2.3251	-0.4814
O	-1.0946	0.6295	1.6251
O	1.2196	-1.4668	1.4924
O	-1.9708	0.0883	1.2751
O	0.7582	-0.5281	-1.4207
O	-3.7173	1.0579	1.0128
O	-0.0187	-0.8177	-0.0386
O	0.6687	0.3261	-0.8853
O	0.6802	2.5607	-1.739
O	-0.0612	1.2978	-1.2445
O	0.3086	1.2537	-0.0747
O	1.3375	1.9055	-0.1955
O	-1.2615	-1.689	-0.4794
O	3.2958	-1.7013	-1.8224
O	-0.6648	-1.1182	0.1281
O	-2.1467	0.0233	-1.4711
O	0.9216	0.0385	-0.8337
O	1.1499	1.2767	-2.057
O	-1.155	-0.0484	-0.108
O	-1.3411	1.0845	0.7665
O	0.4255	2.7841	1.9455
O	1.0878	-1.0599	1.3595
O	3.0975	3.8324	1.9868
O	-1.5512	-0.6575	-1.9048
O	-0.7554	0.9243	1.368
O	0.0218	0.6476	1.2665
O	1.7253	0.8135	2.8119
O	1.1338	-0.1901	-0.0655
O	-1.9552	0.6638	-3.5265
O	0.1416	-3.7592	-0.3014
O	-2.101	-1.6576	1.8277
O	-0.5039	2.5495	-0.4432
O	-0.3213	1.992	-3.2066
O	3.5457	-0.0925	3.0145
O	-3.0635	0.976	1.8667
O	0.2451	0.0248	1.4415
O	-0.6721	2.413	-0.4153
O	1.6708	1.0526	-0.163
O	1.6357	-2.5654	1.656
O	-0.8137	1.7227	-0.2814
O	0.7957	-0.2429	1.2981
